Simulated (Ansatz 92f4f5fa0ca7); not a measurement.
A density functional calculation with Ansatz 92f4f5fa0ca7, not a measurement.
Periodic cell of 237 atoms, Si145O90As2, from a study of silicon, its oxide and their interface. The atomic structure is a simulated model.
Doubt: the cutoff is far below the 930 eV that the study's wrapper takes by default for these files, so forces and energies are approximate.
This geometry differs little from another in the collection (a relaxation step or a small displacement).

Settings: functional PBE; potential files Ansatz PAW; basis plane waves; wave-function cutoff 580 eV; density cutoff ratio 5; exchange-correlation grid ratio 1; k mesh 1 x 1 x 1, Gamma-centred; self-consistency stop 5e-08 eV per atom in the density residual; occupations fixed; spin none; net charge 0.

Cell vectors (angstrom)
a	11.6015	0	0
b	0	10.938	0
c	0	0	32.0622

Atoms and the computed forces on them: element, x, y, z (angstrom), force x, y, z (eV/angstrom)
Si	-0.2233	-0.0487	23.2852	-0.002	0.0032	0.0026
Si	3.654	0.2003	23.1139	0.0024	0.0001	0.0005
Si	7.5326	-0.1199	23.4567	-0.0016	0.0016	0.0021
Si	1.6707	1.3791	23.411	-0.0003	-0.0017	-0.0002
Si	5.7128	1.4145	23.1982	0.0002	-0.0017	0.0004
Si	9.4226	1.2467	23.3815	0.0041	-0.0019	0.0038
Si	0.1301	5.3152	23.4684	-0.0006	-0.0002	0.0049
Si	4.0974	5.3156	23.4133	0.001	0	0.0002
Si	8.0041	5.6289	23.5365	-0.0011	0.0023	0.0007
Si	2.1256	6.5859	23.3516	-0.0018	-0.0011	-0.0006
Si	5.9352	6.7912	23.4989	0	-0.0029	0.0053
Si	9.9872	6.8792	23.5888	-0.0022	-0.0044	0.0045
Si	1.8862	2.6723	25.3764	0.001	-0.0015	0
Si	5.8148	2.6687	25.2592	-0.0003	0.0003	-0.0006
Si	9.6091	2.7055	25.2743	-0.0003	0.0004	-0.0007
Si	11.5814	4.0144	25.3972	0.001	-0.0007	-0.0016
Si	3.8742	3.9819	25.3312	-0.0003	0.0007	-0.0003
Si	7.722	4.1126	25.3418	0.0008	0.0023	0.0001
Si	1.9572	8.1561	25.1805	0.0005	-0.0013	0.0005
Si	5.7644	8.1801	25.3855	0.0004	0.001	0.0006
Si	9.6975	8.2706	25.4272	-0.0006	0.0011	0.0005
Si	11.6255	9.5679	25.2639	0.0004	-0.0006	-0.0001
Si	3.8525	9.5916	25.0777	-0.0004	0.0001	0
Si	7.6793	9.5313	25.4145	0.0003	0.0011	0.001
Si	11.638	-0.0048	27.2083	-0.0003	0.0003	-0.0013
Si	3.8885	-0.0496	27.1214	0.0004	0.0012	-0.0005
Si	7.7478	-0.0064	27.2904	0.0004	0	0.0002
Si	1.9733	1.3176	27.2725	0.0003	0.0004	0.0006
Si	5.8152	1.3282	27.207	-0.0003	0.0009	-0.0001
Si	9.6838	1.3401	27.2128	0.0001	-0.0001	0.0004
Si	11.5832	5.4781	27.2455	0.0003	0.001	0.0002
Si	3.8335	5.4289	27.2221	-0.0001	-0.0001	0.0001
Si	7.7001	5.4688	27.2703	-0.0001	0.0009	0.0003
Si	1.927	6.8349	27.1752	0.0004	0	-0.0001
Si	5.7477	6.8032	27.2848	0.0007	0.0003	-0.0001
Si	9.6437	6.8209	27.2815	-0.0003	0.0007	-0.0001
Si	1.9397	2.7219	29.1728	-0.0002	-0.001	-0.0007
Si	5.7861	2.7152	29.1433	0.0001	-0.0006	0.0006
Si	9.6753	2.7282	29.1481	-0.0005	0.0001	0.0003
Si	0.0083	4.0976	29.1666	0	-0.0006	0.0002
Si	3.8585	4.0899	29.1694	0.0006	0.0002	-0.0004
Si	7.7245	4.0791	29.1756	0.0002	-0.0002	-0.0004
Si	1.9385	8.1911	29.1354	-0.0004	0	0.0003
Si	5.7806	8.1998	29.1817	0.0006	0.0002	-0.0006
Si	9.6668	8.2082	29.1871	0.0006	0	-0.0013
Si	0.0044	9.564	29.1503	-0.0001	0.0007	0.0008
Si	3.8646	9.5779	29.1215	-0.0005	0.0001	0.0021
Si	7.7253	9.5482	29.1925	-0.0005	0	-0.0001
Si	0	0	31.0965	0.0502	0.0166	-0.0807
Si	3.8672	0	31.0965	-0.0394	-0.0543	-0.2795
Si	7.7343	0	31.0965	-0.0357	0.0908	0.1109
Si	1.9336	1.3673	31.0965	-0.0182	-0.0546	0.1075
Si	5.8008	1.3673	31.0965	-0.006	-0.035	-0.1085
Si	9.6679	1.3673	31.0965	0.0203	-0.0823	-0.0493
Si	0	5.469	31.0965	-0.0077	0.0156	0.0588
Si	3.8672	5.469	31.0965	0.0414	0.0388	0.025
Si	7.7343	5.469	31.0965	-0.009	-0.0056	0.0256
Si	1.9336	6.8362	31.0965	0.0162	-0.0021	-0.146
Si	5.8008	6.8362	31.0965	-0.0484	-0.0576	0.0973
Si	9.6679	6.8362	31.0965	0.0312	-0.1476	0.1336
Si	1.9336	2.7345	0.9679	-0.0638	0.0459	0.0053
Si	5.8008	2.7345	0.9679	0.0268	0.1353	-0.2848
Si	9.6679	2.7345	0.9679	0.0147	0.0039	0.0655
Si	0	4.1018	0.9679	-0.0344	0.0576	0.005
Si	3.8672	4.1018	0.9679	-0.0476	-0.0147	0.0988
Si	7.7343	4.1018	0.9679	0.128	0.0182	0.1042
Si	1.9336	8.2035	0.9679	-0.0176	0.0167	-0.0365
Si	5.8008	8.2035	0.9679	-0.0193	-0.0153	0.0522
Si	9.6679	8.2035	0.9679	0.0349	0.0497	0.2055
Si	0	9.5708	0.9679	-0.0672	0.0541	0.0932
Si	3.8672	9.5708	0.9679	-0.0173	-0.0212	-0.3171
Si	7.7343	9.5708	0.9679	0.0441	-0.0519	0.1072
Si	11.6245	0.0212	2.9083	-0.005	-0.0027	-0.0013
Si	3.8171	0.0812	2.8124	0.0017	-0.0142	0.009
Si	7.7627	0.0057	2.91	-0.0017	-0.0017	0.0028
Si	1.902	1.4558	2.9451	0.0019	-0.0132	-0.0097
Si	5.8207	1.3366	2.8417	0.001	0.0074	0.0035
Si	9.6724	1.3784	2.9255	0.003	0.0007	-0.0006
Si	11.5878	5.4482	2.923	-0.0001	0.0017	-0.0065
Si	3.8599	5.4451	2.9318	-0.0004	-0.0024	0.0003
Si	7.771	5.5089	2.8889	0.0054	0.0022	0.0011
Si	1.9211	6.8009	2.87	-0.0042	0.0026	0.0176
Si	5.8191	6.8028	2.8802	-0.0071	0.0065	0.008
Si	9.6985	6.8855	2.9589	-0.0006	-0.0046	-0.0048
Si	1.858	2.4942	5.0777	-0.0126	0.0583	-0.0455
Si	5.7853	2.8871	4.6115	-0.0023	-0.0185	0.0074
Si	9.6049	2.7979	4.8391	-0.0041	-0.0043	0.0062
Si	11.6185	4.0337	4.8287	-0.0113	0.0066	-0.0008
Si	3.7362	4.0076	4.8409	0.0173	0.0029	0.0062
Si	7.7317	4.2333	4.8785	-0.0043	0.0084	0.0009
Si	1.927	8.1502	4.8042	-0.0086	-0.0122	-0.0162
Si	5.8201	8.2282	4.7558	0.0014	-0.0031	0.0024
Si	9.7116	8.2874	4.9329	-0.0035	0.004	-0.0011
Si	11.6758	9.6536	4.8936	0.0103	0.0046	0.0171
Si	3.8555	9.4963	4.5682	-0.0083	-0.0059	0.0037
Si	7.7556	9.6176	4.8808	0.0015	0.0005	-0.0058
Si	11.6718	0.1312	6.8632	-0.01	0.0387	-0.05
As	4.1263	-0.469	6.6727	0.0987	0.0312	-0.0635
Si	7.8406	-0.0093	6.9113	-0.018	0.0069	-0.0021
Si	2.2911	0.7684	7.5652	0.0103	0.1117	0.3869
As	5.837	1.2851	6.3915	-0.0278	-0.0288	-0.0168
Si	9.7714	1.5581	6.8497	0.0081	-0.001	-0.0031
Si	11.5231	5.4716	6.7145	0.0028	0.0049	0.0079
Si	3.9662	5.3962	6.7671	0.003	0.0043	0.0092
Si	7.6925	5.664	6.8392	0.0088	-0.0022	0.0048
Si	1.9712	6.6434	6.6703	0.002	0.0026	0.0096
Si	5.7622	6.9879	6.7603	-0.0036	-0.0045	-0.0083
Si	9.7096	6.9824	6.9404	-0.0084	-0.0016	-0.0058
O	9.8136	7.8421	8.3997	0.0066	0.0026	0.0028
O	7.4167	10.0606	8.2697	0.0068	-0.0039	-0.0021
O	7.42	4.7073	8.1817	-0.0023	0.0013	-0.0053
O	2.4554	10.8612	9.0334	0.004	0.114	-0.1066
O	2.048	7.5757	8.0375	-0.002	-0.0069	0.0033
O	4.1042	4.5401	8.2163	0.0035	0.0379	-0.0217
O	9.8009	2.4923	8.2272	0.0007	0.0049	0.0026
O	2.794	2.2903	8.057	-0.1327	-0.3105	-0.1443
O	11.4316	4.6072	8.136	0.0003	0.0016	-0.0035
O	5.5283	2.2958	7.8299	0.0223	0.0096	0.0115
O	5.7618	7.9359	8.1398	0.002	0.0091	0.0068
O	10.8702	10.2168	8.0635	0.013	0.0113	-0.0093
O	11.202	10.118	21.803	0	-0.006	-0.0027
O	3.2214	10.695	21.5396	0.0009	-0.0022	-0.0018
O	5.702	7.8297	22.2118	-0.0056	-0.0004	0.0058
O	4.2111	4.4692	21.9676	0.0018	-0.0021	-0.0024
O	7.6558	9.6996	22.1983	0.0009	-0.0019	-0.0004
O	10.3193	7.6721	22.1676	0.0057	0.0023	-0.0019
O	1.6078	2.3936	22.0961	-0.0036	0.0038	-0.0006
O	5.9235	2.4459	21.8877	-0.0002	0.0032	-0.001
O	8.4072	4.7097	22.2096	0.0014	-0.0023	-0.0035
O	-0.1104	4.4264	22.0637	-0.0003	-0.0041	0.0005
O	2.2891	7.3282	21.8828	-0.0001	-0.0007	-0.0027
O	9.1274	1.9012	21.8823	-0.0004	0.001	-0.0051
Si	1.8176	7.821	9.6081	-0.0018	0.0011	-0.0062
Si	5.004	0.6399	17.705	-0.0021	-0.0005	0.0011
Si	2.3967	5.4806	14.0853	0.0031	0.0036	-0.0002
Si	10.4622	3.9006	13.993	0.0016	-0.0003	0.0014
Si	8.2079	2.4359	15.3005	0.0105	-0.0011	-0.0041
Si	9.5377	2.2445	20.3503	-0.0003	-0.0009	0.0003
Si	10.5343	3.6729	9.114	0.0007	-0.0083	-0.0017
Si	0.0663	2.2862	11.5944	0.001	0.0063	0.0002
Si	10.8797	8.0857	15.4789	0.0009	0.0019	-0.0025
Si	5.1165	6.9769	14.0586	0.0014	0.0011	-0.0005
Si	5.7383	2.6824	11.1923	-0.0018	0.0054	-0.0029
Si	8.5389	7.6568	19.4093	0.0013	-0.0008	-0.0018
Si	8.0946	4.8398	20.6209	-0.0012	-0.0038	-0.0003
Si	5.8643	9.6336	15.2218	-0.0004	0.0022	-0.0014
Si	2.0662	7.6624	20.3107	0.001	0.0018	-0.0025
Si	1.8544	4.9047	18.7768	0.001	-0.0016	-0.003
Si	4.4493	3.4888	18.0498	0.0001	-0.002	0.0001
Si	8.4151	8.9553	16.8555	0.0012	-0.0032	-0.0009
Si	0.7205	9.4919	13.4309	0.002	0.003	0.0008
Si	9.8648	10.6273	11.789	0.001	-0.0002	0.0022
Si	5.3237	3.7164	21.0304	-0.0004	0.0003	-0.0006
Si	0.4482	5.4927	16.2907	-0.0033	-0.0023	0.0019
Si	10.5898	9.0771	9.1795	-0.0129	-0.0036	-0.0012
Si	6.5304	8.9066	21.3143	0.0022	0.0079	0.0058
Si	7.0081	7.2445	11.4818	0.0016	-0.0056	-0.0019
Si	2.6173	0.7558	12.5489	-0.0083	-0.0044	-0.0104
Si	10.8518	8.7121	21.0364	0.0001	0.0054	-0.0003
Si	6.0125	4.4364	15.7317	-0.005	-0.0023	-0.0026
Si	7.0289	0.5437	13.038	0.0026	0.0009	0.0024
Si	4.2005	2.9426	8.5598	-0.0051	0.0049	0.006
Si	0.8208	6.8538	11.9423	-0.0008	-0.0008	-0.0003
Si	6.2772	9.1638	9.0897	0.0142	-0.0097	-0.0038
Si	0.6469	3.2943	21.1491	0.0009	-0.0021	0.0032
Si	9.6868	6.5934	12.8986	0.0026	-0.0003	0.004
Si	7.7337	4.6312	9.7815	0.0035	0.0017	-0.0014
Si	3.9702	10.0778	20.2132	-0.0007	0.0017	0.002
Si	4.1671	3.1147	13.6561	0.0004	-0.0038	-0.0039
Si	3.5399	10.1591	10.0348	0.0348	-0.0046	0.0103
Si	8.0197	0.8228	18.0548	0.0008	0.0074	0.0083
O	11.4419	3.2556	12.8746	0.0039	-0.0047	-0.005
O	9.3609	4.4987	9.9164	-0.0034	0.0037	-0.0001
O	8.7811	3.5939	19.8573	-0.0013	0.0016	0.001
O	4.0099	-0.0231	18.8201	0.0023	0.0015	-0.0022
O	11.2167	4.5387	15.2818	0.0013	0.0027	0.0034
O	9.7406	9.721	10.4223	-0.0027	0.0054	0.0066
O	3.6809	1.5742	13.4736	-0.0009	0.0045	-0.005
O	0.5676	8.9159	14.9445	0.0033	0.0017	-0.0036
O	6.4403	1.0691	18.386	-0.0065	0.0035	0.0036
O	4.684	3.1854	19.6386	0.0005	0.0013	0.0011
O	6.23	1.2425	11.7918	-0.0017	-0.0035	-0.0004
O	0.4265	8.6497	9.7916	0.0361	-0.0076	0.0078
O	5.6212	4.39	17.3251	0.0012	0.0003	0.0013
O	8.3714	7.3394	12.3475	-0.0013	-0.0004	0.004
O	4.4841	2.6165	10.1337	0.0102	-0.0104	0.0287
O	1.9336	5.7017	15.6284	0.0028	0.0008	0.0032
O	3.5019	-0.1023	11.5015	-0.0229	-0.0084	-0.0516
O	5.82	7.1799	12.596	0.006	0.0015	-0.0048
O	2.1849	6.4028	19.3024	-0.0008	0.0032	0.0027
O	0.5633	4.8529	17.7804	-0.0006	0.0014	-0.0023
O	8.387	10.8028	12.4451	0.0006	0.0009	0.0001
O	5.0888	10.2077	9.5032	-0.0128	0.0065	0.0215
O	0.5746	8.2867	20.1936	0.0014	0.0003	0.0009
O	9.6435	2.6414	14.5957	-0.012	-0.0045	0.0078
O	1.7673	10.7196	13.5324	0.0029	-0.0016	-0.0144
O	9.8753	9.1378	16.1797	0.003	0.001	0.0015
O	6.1001	10.3668	13.7801	0.001	0.001	0.0008
O	7.31	1.6335	14.214	0.0009	-0.0047	-0.0035
O	1.6222	3.972	20.0668	0.0034	0.0011	0.0018
O	5.9086	5.9088	15.0297	0.0003	-0.001	0.0003
O	7.2765	8.9679	15.7064	-0.0027	0.0003	-0.0029
O	1.572	1.6863	11.7154	0.0053	-0.0099	0.0107
O	6.8515	8.5324	10.485	0.0112	-0.0143	0.0077
O	4.2838	2.0435	17.2953	0.0007	0.0012	0.0014
O	7.0349	3.3303	10.4576	-0.0091	-0.0104	-0.0008
O	11.3433	6.9402	16.5269	0.0011	-0.0015	0.0041
O	8.1647	10.1721	17.8674	-0.0018	-0.0152	0.0041
O	3.1278	8.5907	10.1697	-0.0073	0.0029	0.0044
O	7.5422	3.896	15.592	0.0035	0.0024	0.0015
O	3.0897	4.3427	17.9018	-0.0017	0.0018	-0.0007
O	2.7859	3.9487	13.7532	0.0037	-0.0071	0.0002
O	1.3086	8.329	12.455	-0.0025	0.0053	0.0056
O	1.138	5.7903	13.1136	-0.0024	0	0.0009
O	4.8971	8.3698	14.8831	0	-0.0018	0.0002
O	11.1596	2.3998	20.323	0.0008	-0.0005	-0.0001
O	10.8486	9.9311	12.8838	0.002	0.0036	-0.0011
O	5.1498	3.5823	12.4266	-0.0007	-0.0007	-0.001
O	5.0068	3.3751	15.011	-0.0011	-0.0005	-0.0027
O	6.4633	4.797	20.5462	-0.0023	-0.0018	0.0014
O	8.4165	1.6159	16.689	0.0045	0.0077	-0.0144
O	10.5018	1.1519	11.4598	-0.0016	-0.005	0.0023
O	10.8119	6.7681	11.7249	-0.0026	-0.0015	0.0032
O	3.2407	8.6799	19.8383	-0.0003	-0.0016	0
O	1.6117	6.4963	10.5539	-0.0009	0.0012	-0.0022
O	7.1301	8.1384	20.0376	0.0065	-0.0111	-0.0087
O	8.3979	7.6062	17.7812	0.0003	0.0011	-0.0001
O	3.629	6.4463	13.7201	-0.0046	-0.003	0.003
O	9.4856	5.0109	13.2727	-0.0008	0.0072	-0.0001
O	5.5136	10.0017	20.7117	-0.0044	0.0068	-0.0032
O	10.1195	7.3622	14.2482	-0.0023	-0.0036	-0.0051
O	8.7778	6.1452	19.9472	0.0026	0.0031	-0.0007
O	7.1054	5.9208	10.539	-0.0012	0.008	0.006
O	5.2355	10.6071	16.3914	0.0009	-0.002	-0.0012
O	9.0305	1.1353	19.2846	0.0016	0.0005	0.0025
O	11.5999	3.1104	10.1959	-0.0004	-0.0005	0.0022
O	9.6946	8.7111	19.8861	-0.001	0.0001	-0.0015

Results
free energy: -153071.890 eV
free energy less fixed offsets of As -4856.12, O -568.88, Si -635.61 eV per atom: 3.000 eV

The program warned: the cutoff lies below the one the program advises for these potential files; the forces do not sum to zero within the program's tolerance; the exchange-correlation potential is rough where the density is thin.
